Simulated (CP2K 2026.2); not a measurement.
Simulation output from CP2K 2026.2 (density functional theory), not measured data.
Periodic cell of 509 atoms, Si360O149, from a study of silicon, its oxide and their interface. The atomic structure is a simulated model.
Doubt: the forces sum to 1.77 eV/angstrom along one axis rather than to zero, so they err by at least 0.0035 eV/angstrom per atom on average; the grid cutoff is modest.

Settings: functional PBE; method Gaussian and plane waves; basis set DZVP-MOLOPT-SR-GTH; pseudopotentials GTH-PBE; grid cutoff 300 Ry, relative cutoff 40 Ry; k points Gamma only; occupations fixed; spin none; net charge 0.

Cell vectors (angstrom)
a 16.32 0 0
b 0 16.32 0
c -1.1435 6.0696 33.808

Atoms and the computed forces on them: element, x, y, z (angstrom), force x, y, z (eV/angstrom)
Si -1.58 -1.086 1.237 0.189 -0.315 0.682
Si 1.009 1.607 1.171 0.315 -0.112 0.777
Si -1.114 3.91 1.418 -0.073 0.162 0.79
Si 1.887 6.394 1.431 0.201 -0.119 0.547
Si -1.841 -6.347 1.586 0.015 0.063 -0.039
Si 1.837 -4.586 1.593 0.164 -0.264 0.592
Si 4.429 -1.817 1.514 -0.029 0.104 0.773
Si 6.978 1.061 1.416 -0.076 0.195 0.689
Si 3.57 4.625 1.379 -0.014 0.064 -0.027
Si 7.211 6.326 1.411 -0.035 -0.021 -0.035
Si 3.678 10.095 1.628 -0.339 0.016 0.578
Si -9.671 -4.001 1.501 0.385 -0.385 0.15
Si -7.037 -1.051 1.468 0.043 -0.154 0.69
Si -3.805 1.204 1.329 -0.22 0.14 0.728
Si -7.342 4.683 1.475 -0.29 -0.014 0.508
Si -4.476 7.1 1.504 0.219 -0.02 0.802
Si -6.646 -7.066 1.564 -0.029 0.109 0.775
Si -3.578 -4.636 1.545 0.263 -0.134 0.614
Si 0 0.014 2.601 -0.014 0.009 -0.054
Si 2.654 2.749 2.504 0.02 -0.043 -0.04
Si 0.099 5.462 2.683 -0.015 0.02 -0.046
Si 2.766 8.185 2.706 0.014 0.007 -0.005
Si 0.003 -5.472 2.776 -0.003 0.009 -0.011
Si 2.788 -2.838 2.836 -0.03 -0.01 -0.081
Si 5.465 -0.105 2.759 0.005 -0.004 -0.075
Si -8.22 2.775 2.619 0.044 -0.007 -0.014
Si 5.402 5.45 2.666 0.013 -0.006 0.009
Si -8.191 8.03 2.801 0.005 0.043 -0.047
Si 5.427 10.921 2.931 0.008 -0.032 -0.036
Si -8.147 -2.711 2.753 0.009 0.035 -0.041
Si -5.423 0.105 2.684 0.019 -0.014 -0.006
Si -2.697 2.75 2.707 0.017 -0.02 -0.064
Si -5.582 5.507 2.806 0.011 -0.005 -0.035
Si -2.82 8.216 2.799 -0.027 -0.032 -0.061
Si -5.385 -5.507 2.8 0.001 0.01 -0.085
Si -2.639 -2.749 2.614 -0.048 0.01 -0.02
Si -1.348 1.347 4.051 0.019 -0.001 0.028
Si 1.38 4.046 4.058 0.022 -0.027 -0.009
Si -1.354 6.806 4.004 0.01 0.005 0.006
Si 1.32 9.431 4.113 0.05 0.033 -0.02
Si -1.288 -4.01 4.097 -0.017 -0.033 -0.034
Si 1.367 -1.353 3.992 -0.011 0.012 0.012
Si 4.033 1.369 3.926 -0.01 0.018 0.004
Si 6.698 4.029 4.051 0.013 0.021 -0.037
Si 4.156 6.867 4.084 -0.028 -0.01 -0.038
Si 6.801 9.459 4.121 0.002 0.03 0.015
Si 4.109 12.255 4.31 0.015 -0.043 0.063
Si -9.488 -1.384 4.17 -0.002 -0.014 0.046
Si -6.793 1.469 4.029 -0.032 -0.007 0.001
Si -4.116 4.101 4.023 0.006 -0.005 0
Si -6.859 6.79 4.266 -0.023 0.011 0.006
Si -4.118 -6.826 4.257 0.007 0.004 0.009
Si -6.76 -4.077 4.067 0.002 -0.013 0.025
Si -4.08 -1.386 3.975 0.037 0.012 -0.004
Si -2.726 -0.028 5.379 -0.011 0.01 -0.012
Si 0.006 2.71 5.422 -0.039 -0.005 0.006
Si -2.723 5.446 5.373 0.002 0.011 0.037
Si -0.034 8.111 5.468 -0.012 -0.013 0.007
Si -2.685 -5.396 5.455 -0.013 -0.004 -0.022
Si 0.037 -2.664 5.449 0.02 0.011 0.014
Si 2.707 0.026 5.355 0.003 -0.003 0.017
Si 5.375 2.671 5.4 0.002 -0.036 0.011
Si 2.756 5.442 5.388 0.005 -0.014 -0.031
Si 5.451 8.161 5.523 0.01 0.012 0.026
Si 2.683 10.825 5.492 0.022 -0.001 0.025
Si 5.477 -2.686 5.579 -0.001 0.021 -0.005
Si -8.119 0.051 5.418 0.012 0.01 -0.005
Si -5.438 2.756 5.433 -0.02 -0.003 0.007
Si -8.25 5.371 5.477 0.012 -0.002 -0.014
Si -5.478 8.148 5.584 0 0.004 0.02
Si -8.134 -5.452 5.423 -0.016 0.009 0.017
Si -5.415 -2.705 5.415 0.022 0.02 -0.005
Si -1.363 -1.339 6.789 -0.009 0.008 0.013
Si 1.362 1.353 6.774 0.033 0.008 -0.002
Si -1.371 4.078 6.758 -0.017 0.009 -0.01
Si 1.366 6.759 6.785 0.016 -0.005 -0.009
Si -1.358 9.526 6.808 0.008 0.006 0.017
Si 1.354 12.25 6.81 0.021 -0.025 0.009
Si 4.057 -1.301 6.808 -0.018 0.01 -0.004
Si 6.784 1.358 6.774 0.006 -0.002 0.009
Si 4.072 4.07 6.778 -0.004 0.018 0.011
Si 6.785 6.771 6.852 -0.002 0.002 0.035
Si 4.066 9.504 6.854 -0.015 0.021 0.008
Si 6.839 12.216 6.837 0.009 -0.034 -0.014
Si -6.773 -1.336 6.775 -0.02 -0.004 0.006
Si -4.077 1.351 6.752 0.023 -0.006 0.003
Si -6.819 4.067 6.813 -0.014 0.013 0.016
Si -4.058 6.769 6.821 0.009 -0.016 0.003
Si -6.825 -6.776 6.868 -0.012 0.006 0.007
Si -4.066 -4.053 6.804 -0.005 -0.02 0.004
Si 0.001 0.01 8.149 -0.004 0.008 0.006
Si 2.714 2.716 8.143 -0.007 -0.006 0.004
Si -0.007 5.419 8.146 0.001 -0.001 -0.002
Si 2.702 8.129 8.177 0.016 -0.008 0.009
Si -0.003 10.887 8.17 0 0.007 0.001
Si 2.718 -2.703 8.157 0.002 -0.007 -0.004
Si 5.437 0.022 8.17 -0.003 -0.002 0.003
Si 8.144 2.704 8.16 -0.003 0.002 0.003
Si 5.417 5.412 8.18 0.007 0.001 0.002
Si 8.145 8.151 8.195 -0.015 -0.011 0.007
Si 5.445 10.874 8.185 0 0.001 0.003
Si 8.194 -2.71 8.156 0.004 0.003 -0.005
Si -5.424 0.01 8.149 -0.001 -0.006 -0.004
Si -2.724 2.715 8.126 -0.007 -0.013 0.001
Si -5.442 5.423 8.168 -0.011 0.014 0.001
Si -2.717 8.16 8.166 0 0.005 -0.003
Si -5.43 -5.413 8.176 0.008 0.001 0.004
Si -2.711 -2.701 8.164 0.017 0 0.004
Si -1.365 1.361 14.956 0.003 0.003 -0.004
Si 1.369 4.085 14.938 -0.01 0.012 -0.007
Si -1.372 6.817 14.949 0.012 -0.013 -0.007
Si 1.343 9.527 14.945 -0.008 -0.008 -0.019
Si -1.363 -4.083 14.961 -0.006 0.008 -0.006
Si 1.354 -1.363 14.964 0.01 -0.011 -0.005
Si 4.08 1.364 14.954 0.006 0.002 -0.002
Si 6.809 4.071 14.968 0.005 -0.023 -0.002
Si 4.095 6.804 14.956 -0.011 0.007 -0.007
Si 6.806 9.514 14.977 -0.004 0.004 0
Si 4.077 -4.09 14.955 0.006 0 -0.007
Si 6.813 -1.376 14.937 -0.007 0 -0.015
Si -6.783 1.353 14.965 -0.011 0.002 -0.008
Si -4.083 4.087 14.959 0.012 0.009 -0.006
Si -6.797 6.793 14.981 0.011 -0.002 -0.004
Si -4.082 9.527 14.975 -0.015 0.008 -0.012
Si -6.802 -4.083 14.974 0.004 -0.013 -0.005
Si -4.103 -1.362 14.977 0.001 -0.014 0.005
Si -2.742 0.011 16.317 -0.001 0.017 -0.012
Si 0.006 2.734 16.291 0.018 0.005 -0.012
Si -2.737 5.471 16.307 -0.023 0.011 -0.025
Si -0.041 8.201 16.307 -0.013 0.031 0.001
Si -2.699 -5.453 16.339 0.025 -0.03 0.009
Si -0.017 -2.719 16.324 -0.004 -0.004 0
Si 2.723 0.004 16.31 0.01 0.002 -0.004
Si 5.43 2.726 16.325 -0.031 0.034 0.005
Si 2.754 5.419 16.298 0.015 -0.028 0.004
Si 5.444 8.155 16.337 0.013 -0.012 -0.001
Si 2.706 10.866 16.308 -0.012 -0.002 -0.01
Si 5.458 -2.734 16.293 0.014 -0.017 -0.01
Si -8.122 -0.052 16.297 0.017 -0.007 -0.005
Si -5.422 2.714 16.327 -0.003 -0.002 0.002
Si -8.15 5.417 16.342 -0.02 0.006 0.004
Si -5.44 8.168 16.338 -0.005 0.012 0.003
Si -8.151 -5.448 16.341 0.01 -0.003 -0.005
Si -5.473 -2.713 16.354 -0.057 0.019 0.005
Si -1.343 -1.297 17.662 0.017 0.006 -0.003
Si 1.421 1.438 17.656 -0.016 0.001 -0.021
Si -1.412 4.057 17.615 0.009 -0.008 0.039
Si 1.367 6.822 17.548 -0.008 -0.017 0.001
Si -1.384 -6.812 17.778 0.008 -0.035 -0.013
Si 1.283 -4.156 17.665 -0.015 -0.004 -0.025
Si 4.053 -1.423 17.628 0.015 0.005 0.021
Si -9.502 1.311 17.577 -0.014 -0.004 -0.023
Si 4.096 4.091 17.743 -0.004 0.027 -0.038
Si -9.572 6.725 17.696 -0.009 0.006 -0.022
Si 4.117 9.57 17.675 0.022 0.014 0.043
Si -9.469 -4.034 17.683 0.037 0.003 -0.027
Si -6.827 -1.373 17.782 -0.005 -0.007 -0.01
Si -4.125 1.315 17.715 -0.016 -0.01 0.002
Si -6.724 4.107 17.697 0.012 -0.022 0.023
Si -4.019 6.883 17.705 0.028 0.013 -0.029
Si -6.847 9.465 17.714 -0.026 0.002 -0.03
Si -4.073 -4.078 17.643 0.01 -0.004 0.039
Si 0.037 0.125 18.974 -0.021 -0.017 -0.018
Si 2.754 2.744 19.121 -0.02 -0.026 0.003
Si -0.016 5.464 18.837 -0.014 0.021 0.063
Si 2.725 8.148 18.911 -0.008 -0.045 0.031
Si -0.037 -5.46 19.155 0.016 0.04 -0.011
Si 2.65 -2.805 18.949 0.045 -0.011 0.037
Si 5.467 -0.067 18.91 0.047 0.002 0.034
Si -8.128 2.655 18.901 -0.047 -0.008 0.009
Si 5.433 5.413 19.181 0.004 0.008 0.002
Si -8.254 8.064 19.059 0.039 0.015 0.001
Si 5.496 10.973 19.03 -0.013 -0.015 0.022
Si -8.181 -2.73 19.191 -0.004 0.003 0.006
Si -5.468 -0.023 19.165 0.035 0.021 -0.031
Si -2.767 2.703 19.016 -0.002 0.013 -0.014
Si -5.347 5.543 19.044 -0.023 -0.018 0.031
Si -2.711 -8.147 19.23 -0.015 -0.003 -0.018
Si -5.416 -5.484 18.972 0.009 -0.033 0.028
Si -2.73 -2.663 18.97 -0.017 -0.004 0.013
Si -1.328 1.445 20.385 0.013 -0.024 -0.004
Si 1.289 4.207 20.287 0.038 -0.016 -0.032
Si -1.238 6.707 20.408 0.009 -0.01 0.006
Si 1.415 -6.9 20.38 -0.039 0.013 0.051
Si -1.467 -4.013 20.402 0.007 0.007 0.089
Si 1.364 -1.325 20.229 -0.008 0.009 0.005
Si 3.133 -0.438 21.491 0.212 -0.258 -0.511
Si -9.43 3.921 20.352 -0.027 0.008 0.016
Si 3.991 6.868 20.434 0.001 0 0.031
Si -9.585 9.501 20.394 -0.018 0.03 -0.005
Si 4.054 -4.043 20.386 -0.008 0.022 -0.005
Si 6.667 -1.358 20.496 -0.014 -0.026 0.072
Si -6.893 1.365 20.446 -0.031 -0.013 0.095
Si -4.022 4.137 20.405 0.036 0.014 0.04
Si -6.817 6.764 20.436 -0.028 0.001 -0.011
Si -4.167 -6.755 20.542 -0.004 -0.003 0.046
Si -6.71 -4.155 20.398 -0.017 0.022 0.06
Si -4.051 -1.398 20.475 -0.011 -0.004 0.04
Si -2.447 -0.147 21.696 -0.118 0.074 -0.656
Si -0.371 3.23 21.627 -0.026 0.025 -0.032
Si -2.149 4.945 21.714 -0.029 0.03 0.062
Si 0.528 7.663 21.679 -0.029 -0.037 -0.005
Si -3.245 -4.899 21.723 -0.022 0 -0.031
Si -0.251 -2.354 21.56 0.002 -0.159 -0.723
Si 4.204 1.283 20.328 -0.067 0.058 0.051
Si 6.005 2.11 21.619 0.068 -0.008 -0.046
Si 2.21 5.891 21.665 -0.078 0.039 -0.002
Si 4.873 8.697 21.657 0.022 0.042 0.019
Si 2.933 -5.394 23.817 0.034 -0.185 -0.721
Si 4.779 -2.205 21.734 -0.034 0.004 -0.04
Si -8.646 0.363 21.764 -0.083 0.25 -0.546
Si -5.881 3.211 21.529 -0.313 0.186 -0.562
Si -7.667 4.879 21.589 0.007 0.002 0.017
Si -6.013 -7.739 21.725 -0.057 0.183 -0.55
Si -7.674 -6.001 21.505 0.151 -0.127 -0.627
Si -4.995 -3.183 21.748 0.031 -0.029 -0.01
Si -3.038 0.863 24.587 -0.008 0.014 -0.059
Si 0.359 -1.099 25.864 0.042 -0.06 -0.215
Si 1.859 0.892 24.122 -0.206 0.524 -0.237
Si -2.218 -5.56 23.728 -0.283 0.136 -0.573
Si -2.162 5.607 23.993 -0.012 -0.166 -0.721
Si 0.368 -3.72 24.184 -0.008 0.07 -0.079
Si -0.484 -8.117 23.728 0.397 -0.182 -0.605
Si 5.378 3.067 23.619 0.136 -0.345 -0.512
Si -9.148 1.03 -3.815 -0.086 -0.016 0.037
Si -10.736 7.844 23.721 -0.316 0.233 -0.461
Si 3.166 -5.89 21.565 0.027 0.019 0.032
Si 5.177 -3.214 23.847 -0.246 0.441 -0.641
Si -7.285 -0.115 24.555 -0.077 -0.057 -0.122
Si -7.286 4.695 25.932 -0.074 -0.006 -0.068
Si -8.847 5.444 23.518 0.324 -0.25 -0.62
Si -3.985 6.694 26.082 -0.06 -0.024 -0.021
Si -8.396 -4.511 24.066 0.062 -0.112 -0.078
Si -5.824 -2.722 23.929 0.25 -0.099 -0.558
Si 0.115 -5.241 -3.69 0.088 -0.119 0.085
Si 3.662 -7.373 -5.701 -0.013 -0.081 0.012
Si -3.535 6.16 -5.337 -0.058 0.073 -0.008
Si -0.352 3.982 -4.549 -0.02 -0.005 -0.063
Si 2.592 4.586 23.633 -0.428 0.406 0.18
Si -7.213 3.79 -1.452 -0.049 0.206 0.079
Si 1.878 -7.557 25.507 0.025 -0.049 -0.098
Si -3.336 0.305 -3.405 0.196 -0.07 -0.111
Si -2.764 -6.197 -2.846 0.153 0.007 0.094
Si -3.925 -3.793 -1.487 -0.005 0.02 0.116
Si 1.876 -3.96 -1.428 0.017 -0.014 0.122
Si -9.831 6.713 -0.843 0.285 -0.108 0.62
Si -2.48 -1.366 26.466 -0.066 -0.116 -0.099
Si -6.43 -3.088 -5.812 0.036 0.053 -0.069
Si -8.326 -5.088 -0.164 -0.513 0.234 0.439
Si 4.165 4.71 -0.895 -0.098 -0.091 0.669
Si -6.11 -7.617 24.899 0.071 -0.02 -0.082
Si -2.423 6.017 -0.446 0.038 0.029 0.151
Si -3.053 4.65 -2.996 -0.01 -0.07 0.009
Si 4.853 -0.004 -5.519 -0.033 0.04 -0.077
Si -1.209 1.227 -5.333 -0.028 -0.009 0
Si -1.301 -7.464 -0.378 -0.131 0.383 0.467
Si -1.629 -1.665 -1.753 0.037 0.095 0.134
Si 3.328 6.111 25.26 -0.122 -0.425 -0.407
Si 1.316 -3.202 -5.58 0.022 0.035 0.063
Si 4.416 1.298 25.959 0.006 0.012 -0.2
Si -8.195 5.676 -3.379 -0.036 -0.004 0.063
Si 0.828 2.964 23.674 -0.039 -0.039 0.102
Si -8.171 -7.951 -4.724 -0.178 -0.011 0.069
Si -3.722 -7.311 -5.464 -0.055 -0.027 -0.049
Si -5.602 2.487 24.53 0 0.041 0.027
Si 0.325 -0.953 -3.848 0.06 0.065 -0.031
Si 4.244 -4.392 -5.313 -0.013 0.006 -0.109
Si 1.339 8.146 -4.102 -0.055 0.027 0.109
Si 3.53 -1.397 -1.387 -0.075 -0.123 0.102
Si -4.658 2.276 -1.584 0.151 0.052 0.101
Si -8.974 -6.81 25.697 0.024 -0.034 -0.123
Si -8.043 -1.648 -3.507 0.025 0.039 -0.108
Si 1.405 7.983 -1.245 -0.042 -0.076 0.205
Si 2.295 3.828 -3.023 -0.019 -0.009 -0.045
Si 3.828 -6.323 -1.358 -0.013 -0.013 0.162
Si 1.851 0.922 -1.822 -0.078 -0.015 0.135
Si -7.443 -0.064 27.527 -0.025 -0.046 -0.187
Si 5.222 -2.26 -3.606 -0.005 0.106 -0.04
Si -0.732 6.556 -5.851 0.018 -0.03 -0.068
Si -6.575 -2.663 -1.05 0.004 -0.006 0.015
Si -9.746 -6.82 -2.214 0.12 -0.087 0.002
Si -0.876 3.043 25.247 0.466 -0.001 -0.488
Si 5.079 -1.692 26.664 -0.071 0.074 -0.066
Si -9.209 3.529 -5.273 -0.087 -0.003 0.004
Si -4.349 -1.185 -5.869 -0.063 0.015 -0.052
Si 3.985 2.868 -5.474 0.066 -0.099 -0.049
Si -10.066 2.374 -1.291 0.046 -0.136 0.042
Si -4.58 -5.007 25.547 -0.142 0.074 -0.148
Si -1.36 1.37 9.505 0.009 0.002 0.004
Si 1.352 4.066 9.512 0.003 -0.017 0.012
Si -1.352 6.797 9.513 0 0.013 -0.004
Si 1.356 9.519 9.523 0 0.011 -0.007
Si -1.365 -4.075 9.524 -0.008 -0.01 -0.002
Si 1.349 -1.356 9.518 -0.009 -0.002 -0.01
Si 4.077 1.377 9.525 0.014 0.016 -0.002
Si 6.799 4.07 9.529 -0.001 0.017 -0.005
Si 4.067 6.78 9.538 -0.01 -0.025 0.001
Si 6.788 9.508 9.55 -0.005 -0.014 -0.001
Si 4.083 -4.065 9.519 0.013 0.011 0.007
Si 6.803 -1.363 9.508 -0.01 -0.009 0.003
Si -6.801 1.351 9.514 -0.014 -0.015 -0.003
Si -4.081 4.06 9.514 -0.009 -0.01 -0.004
Si -6.791 6.796 9.53 0.013 0.016 0.003
Si -4.081 -6.798 9.523 0.002 -0.005 0.009
Si -6.786 -4.062 9.538 0.004 0.016 0.006
Si -4.073 -1.346 9.521 0.005 0.005 -0.002
Si -2.713 0.011 10.877 0.002 -0.004 0.001
Si -0.005 2.718 10.879 -0.008 0.003 0
Si -2.722 5.437 10.868 0.003 -0.007 0.003
Si -0.006 8.162 10.882 0.008 0 0.003
Si -2.723 -5.437 10.882 0.001 0.012 -0.003
Si -0.007 -2.714 10.883 0.002 0.002 0
Si 2.717 0.001 10.874 0.002 -0.005 -0.001
Si 5.439 2.723 10.893 0.005 -0.004 0.003
Si 2.709 5.422 10.886 -0.004 0.02 -0.001
Si 5.429 8.145 10.898 -0.007 0.005 -0.001
Si 2.724 -5.437 10.875 0.005 -0.004 -0.003
Si 5.446 -2.717 10.882 -0.002 -0.003 0.003
Si -8.158 -0.009 10.875 0.005 0.002 -0.005
Si -5.443 2.711 10.88 -0.005 0.003 0.001
Si -8.157 5.435 10.883 -0.003 -0.014 -0.01
Si -5.44 8.164 10.887 -0.01 -0.002 0.001
Si -8.154 -5.442 10.883 -0.009 -0.006 0.001
Si -5.429 -2.704 10.889 0.014 -0.006 0.002
Si -1.372 -1.363 12.246 0.005 0.004 0.001
Si 1.351 1.35 12.236 0.001 0.005 -0.005
Si -1.358 4.09 12.237 0.01 -0.01 0
Si 1.356 6.8 12.234 0.004 -0.005 -0.003
Si -1.366 9.524 12.242 -0.012 0.006 0
Si 1.365 -4.07 12.232 -0.01 -0.007 -0.004
Si 4.084 -1.352 12.239 0.001 0.001 0.001
Si 6.805 1.355 12.236 -0.003 -0.003 -0.004
Si 4.083 4.081 12.252 -0.003 -0.003 -0.002
Si 6.811 6.798 12.248 0.006 -0.008 -0.004
Si 4.07 9.514 12.246 0.003 0 0.002
Si 6.796 -4.093 12.239 0.005 0.01 0.005
Si -6.798 -1.359 12.246 -0.009 -0.009 0.001
Si -4.072 1.365 12.241 -0.001 -0.013 0
Si -6.804 4.07 12.242 -0.003 0.011 0.001
Si -4.086 6.793 12.237 0.003 0.018 0
Si -6.795 9.524 12.253 0.013 -0.004 0.003
Si -4.08 -4.075 12.243 -0.007 -0.005 0.004
Si -0.009 -0.009 13.602 -0.019 -0.019 -0.003
Si 2.715 2.709 13.588 -0.01 -0.012 0.004
Si -0.001 5.455 13.599 0.01 0.016 -0.012
Si 2.709 8.151 13.603 -0.023 -0.014 -0.011
Si 0.001 10.896 13.587 0.022 0.011 -0.001
Si 2.725 -2.714 13.6 0.018 0.012 -0.001
Si 5.449 0.005 13.599 0.016 0.008 -0.001
Si 8.161 2.705 13.607 -0.011 -0.012 -0.009
Si 5.456 5.441 13.606 0.006 0.016 0.007
Si 8.17 8.159 13.615 0.007 0.021 0.002
Si 5.438 10.864 13.605 -0.015 -0.028 -0.001
Si 8.164 -2.74 13.59 -0.006 -0.014 0.008
Si -5.432 0.003 13.597 0.008 0.013 0.004
Si -2.714 2.733 13.599 0.013 0.031 -0.003
Si -5.451 5.435 13.601 -0.019 -0.03 -0.001
Si -2.737 8.166 13.595 0.003 -0.017 0.01
Si -5.433 -5.431 13.611 0.01 0.031 -0.007
Si -2.736 -2.721 13.616 -0.011 -0.026 -0.009
O -6.235 2.542 -1.598 -0.094 -0.645 -0.105
O -2.416 -0.35 -2.255 -0.002 0.432 0.294
O -3.054 0.666 22.978 -0.18 0.471 0.136
O -6.75 5.604 27.177 -0.144 0.628 -0.005
O -1.727 -7.097 23.463 -0.111 -0.295 -0.093
O -1.319 -1.254 22.179 0.238 -0.189 0.231
O 0.629 -2.961 22.786 0.42 -0.028 0.092
O 3.882 3.608 23.305 -0.114 -0.007 -0.331
O 0.289 -4.282 -4.968 -0.549 0.049 -0.348
O 1.62 -4.684 24.437 -0.07 -0.021 0.032
O -8.333 -0.177 23.31 0.068 -0.156 0.018
O -5.29 2.82 22.995 0.261 0.022 0.084
O -5.92 -8.071 23.347 -0.005 -0.226 0.115
O -9.703 -3.823 23.443 0.068 -0.065 -0.264
O -10.1 -2.153 27.702 0.216 -0.576 -0.164
O 3.005 -6.829 24.589 0.182 -0.2 0.214
O -10.138 -7.345 24.71 -0.386 0.256 -0.032
O 2.646 0.14 22.936 0.339 -0.202 0.033
O 1.55 6.839 -0.122 -0.149 -0.075 -0.219
O -0.107 2.761 0.82 -0.164 0.239 -0.154
O 3.343 3.635 -4.229 0.044 0.217 -0.002
O 5.006 -6.533 -2.422 -0.351 0.275 -0.722
O -5.837 -0.191 27.608 0.372 0.055 -0.246
O -0.342 4.982 -5.845 0.122 -0.248 -0.293
O -10.794 -2.906 0.951 -0.252 -0.151 -0.598
O 1.386 0.924 -0.265 -0.179 -0.068 -0.267
O -3.861 6.316 0.221 -0.352 -0.353 -0.437
O 4.96 6.141 -0.932 -0.464 0.404 -0.054
O -2.6 5.857 -2.026 0.136 0.464 -0.349
O 4.24 -5.989 -5.116 0.351 -0.067 0.48
O -7.128 -4.046 -0.455 0.129 -0.297 -0.027
O -8.178 0.008 0.927 -0.139 -0.257 -0.212
O -1.835 4.304 24.894 -0.313 -0.32 0.146
O -1.719 1.661 25.074 0.053 -0.193 0.163
O -9.035 -5.521 -1.561 0.085 0.238 -0.472
O 2.923 4.851 -1.939 -0.334 0.419 -0.085
O -9.115 5.987 -2.094 0.134 -0.317 0.006
O 3.761 5.596 26.739 0.157 -0.345 0.136
O 2.76 -7.509 -1.456 0.181 -0.188 -0.099
O -8.578 2.469 -4.226 0.725 0.261 0.225
O -8.246 3.597 26.637 -0.64 -0.09 -0.024
O -5.205 7.734 25.84 -0.385 -0.178 0.103
O -1.438 7.253 -0.112 0.159 -0.435 0.547
O -5.683 -6.052 25.006 -0.122 0.299 -0.335
O -9.96 4.324 23.905 -0.069 -0.079 0.454
O 0.253 -7.264 -0.822 0.19 0.55 -0.077
O -6.062 3.876 25.216 0.365 0.207 -0.087
O -1.003 6.741 24.225 0.304 -0.361 0.347
O 5.363 2.117 24.941 0.349 -0.08 0.357
O 4.198 -4.462 24.184 0.081 -0.088 0.296
O -6.803 1.421 24.647 -0.379 0.253 -0.064
O 3.69 -1.23 0.2 0.04 0.258 -0.2
O -4.047 -0.797 -4.345 -0.005 -0.162 0.449
O -4.622 -5.015 27.154 -0.271 -0.332 -0.041
O -7.295 -3.358 24.156 -0.219 0.109 -0.019
O -7.964 -0.032 -3.576 0.725 0.419 0.186
O -7.037 4.73 -2.763 0.463 0.008 -0.364
O -10.178 1.591 0.118 -0.327 -0.166 -0.114
O 0.474 7.414 -5.239 -0.008 -0.119 -0.399
O -5.215 -2.912 -1.874 0.15 0.404 -0.549
O 2.955 1.073 25.303 -0.11 0.176 0.097
O -7.701 -2.046 -1.996 -0.454 -0.021 0.312
O -2.294 -3.001 26.527 0.054 -0.311 -0.432
O -3.527 6.235 24.601 -0.752 0.039 -0.246
O 4.407 -6.381 0.154 0.67 -0.146 -0.069
O -8.709 -5.222 25.475 -0.107 0.328 0.437
O 0.711 -4.477 -2.397 -0.262 -0.008 0.179
O -1.008 -1.467 -0.259 0.599 -0.24 -0.231
O -0.97 -4.592 24.07 -0.1 0.236 -0.094
O -8.709 3.229 -1.301 -0.068 -0.001 -0.03
O -1.451 -5.526 -3.487 0.157 0.325 -0.049
O -2.325 -7.076 -1.568 -0.183 -0.244 -0.252
O 4.577 6.883 24.562 0.156 -0.149 0.141
O -9.999 0.473 -5.065 0.502 -0.37 -0.373
O -9.536 6.871 23.189 0.221 0.254 -0.309
O -7.947 -5.712 23.095 0.108 -0.624 0.413
O 3.856 1.255 -5.304 -0.453 -0.119 0.215
O -4.341 7.517 -5.684 -0.529 -0.097 -0.202
O -3.834 -5.07 -2.442 -0.157 0.08 -0.27
O -1.796 4.651 0.139 -0.245 -0.212 -0.41
O 1.367 -4.086 0.098 -0.555 0.504 -0.174
O -3.113 -0.67 25.149 -0.33 -0.112 -0.015
O -6.263 -1.653 0.167 0.48 -0.039 0.03
O -2.502 1.32 -4.351 -0.048 0.366 0.295
O 2.781 -3.846 -5.699 0.011 0.013 -0.428
O 5.11 -0.102 26.365 0.224 0.159 0.198
O -9.491 -6.912 27.204 0.157 -0.079 0.174
O 3.219 0.08 -1.949 0.61 0.335 -0.565
O -3.796 3.539 -2.098 -0.07 0.084 0.277
O -9.671 -8.031 -1.142 0.202 0.357 0.598
O -4.489 1.075 -2.625 -0.511 -0.25 -0.184
O -4.248 1.895 -0.072 -0.227 0.098 -0.34
O -10.071 1.282 -2.493 -0.347 -0.418 -0.039
O -9.099 -7.176 -3.645 -0.477 0.118 -0.327
O -4.815 -2.757 -5.83 0.707 -0.592 0.203
O 0.29 -2.631 25.361 0.171 -0.043 0.26
O -7.029 -2.374 -4.509 0.406 0.276 0.204
O -2.763 0.006 0.94 0.078 -0.347 -0.292
O 1.392 -1.88 -4.634 0.523 0.1 0.191
O -3.152 -5.546 25.045 0.278 -0.319 0.55
O 2.308 -2.423 -1.723 -0.238 0.26 -0.083
O 2.131 7.175 25.477 -0.437 -0.023 -0.207
O -4.071 5.258 -4.112 -0.532 -0.231 -0.068
O -4.853 -3.502 24.985 0.658 0.362 0.176
O -1.018 -0.711 26.594 0.114 0.477 0.277
O -10.775 3.284 -5.598 -0.003 0.007 -0.295
O 5.284 -2.385 25.227 0.251 0.249 0.159
O -2.59 -2.937 -1.668 0.401 -0.193 -0.359
O 0.831 0.205 -2.843 -0.354 0.361 0.216
O 4.151 2.111 27.333 0.312 0.171 0.065
O 2.01 -6.975 27.004 -0.368 0.508 0.105
O -5.549 -8.115 0.924 -0.144 0.26 -0.354
O 0.403 -7.379 24.876 -0.05 0.189 0.379
O 5.041 3.432 -1.419 -0.202 0.108 -0.111
O -6.037 -1.134 24.266 0.412 0.226 -0.123
O -4.275 1.774 25.106 -0.036 0.135 0.185
O -0.364 3.245 26.762 0.078 0.606 0.161
O 2.902 8.097 -4.554 0.278 -0.4 0.328
O -6.832 4.575 -0.09 0.561 0.387 -0.21
O -7.934 -0.444 26.015 -0.609 -0.095 0.039
O -7.977 5.656 24.867 -0.102 0.389 0.41
O -3.564 -7.121 -3.881 -0.486 -0.405 0.473
O -9.524 -2.149 -3.859 0.037 -0.149 -0.17
O -2.805 7.427 26.924 0.263 0.482 -0.182
O -0.194 2.453 -5.048 0.511 -0.205 -0.448
O 4.422 -1.25 -4.595 -0.561 -0.323 -0.133
O -7.635 -7.681 25.437 -0.271 -0.288 0.339
O 1.074 7.365 -2.705 -0.063 -0.393 -0.21
O 0.892 4.374 -3.596 -0.036 0.315 0.261
O -2.045 6.656 -4.908 0.174 0.154 0.785
O 2.06 2.435 -2.266 0.107 -0.181 0.278
O -6.724 -4.65 -5.842 -0.141 -0.132 0.344
O -7.614 7.026 -4.028 0.563 0.022 -0.023
O 4.735 -3.754 -3.925 0.19 -0.491 0.358
O -9.039 4.965 -4.562 -0.204 0.341 -0.3
O 3.696 -2.138 27.388 -0.107 -0.657 0.383
O 4.893 -1.918 -2.067 0.156 0.037 0.314
O -3.4 -0.984 27.721 0.346 0.089 0.12
O -7.558 -6.409 0.389 0.049 -0.124 -0.372
O -0.51 -0.195 -5.016 0.007 -0.291 -0.294
O -4.271 5.36 26.99 0.404 -0.223 -0.251
O -0.542 -1.952 -2.91 0.208 -0.896 -0.101
O 0.682 -0.109 24.631 -0.17 -0.134 -0.462
O -6.893 -7.085 -5.138 0.248 -0.114 -0.002
O -4.079 -4.289 0.033 -0.303 0.098 -0.234
O 1.482 -0.899 26.963 -0.068 0.483 -0.102
O -1.734 4.063 -3.72 -0.032 -0.304 -0.035
O 0.913 -6.624 -3.937 0.336 0.222 -0.123
O 3.175 -4.886 -1.638 0.309 0.233 -0.201

Results
total energy: -103848.749 eV
total energy less fixed offsets of O -438.25, Si -107.07 eV per atom: -4.299 eV
